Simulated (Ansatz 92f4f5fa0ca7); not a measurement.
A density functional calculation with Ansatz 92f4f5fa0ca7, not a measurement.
Periodic cell of 237 atoms, Si146O90As1, from a study of silicon, its oxide and their interface. The atomic structure is a simulated model.
Doubt: the cutoff is far below the 930 eV that the study's wrapper takes by default for these files, so forces and energies are approximate.

Settings
functional: PBE
potential files: Ansatz PAW
basis: plane waves
wave-function cutoff: 580 eV
density cutoff ratio: 5
exchange-correlation grid ratio: 1
k mesh: 1 x 1 x 1, Gamma-centred
self-consistency stop: 5e-08 eV per atom in the density residual
occupations: fixed
spin: none
net charge: +1 e, with a uniform compensating background and no finite-size correction

Cell vectors (angstrom)
a, 11.6015, 0, 0
b, 0, 10.938, 0
c, 0, 0, 32.0622

Atoms and the computed forces on them: element, x, y, z (angstrom), force x, y, z (eV/angstrom)
Si, -0.197, -0.0604, 23.273, -0.0093, -0.0595, -0.1433
Si, 3.669, 0.2047, 23.1098, -0.0196, -0.0126, -0.1799
Si, 7.5532, -0.1328, 23.453, -0.0126, -0.0173, -0.1258
Si, 1.6863, 1.3781, 23.4189, -0.018, 0.0335, -0.1563
Si, 5.7338, 1.4102, 23.1968, 0.0107, 0.018, -0.1407
Si, 9.4404, 1.2323, 23.3624, -0.0143, 0.0334, -0.1757
Si, 0.1618, 5.3172, 23.4629, -0.0197, -0.0702, -0.1405
Si, 4.125, 5.3014, 23.3982, 0.002, -0.0355, -0.1739
Si, 8.0348, 5.6169, 23.5484, 0.0261, -0.0723, -0.1503
Si, 2.1602, 6.5873, 23.374, 0.0054, 0.0781, -0.1678
Si, 5.9683, 6.7743, 23.4829, 0.0039, 0.0474, -0.1454
Si, 10.0116, 6.8754, 23.6012, 0.0217, 0.0582, -0.1401
Si, 1.8961, 2.6697, 25.3829, 0.0011, 0.0045, -0.0104
Si, 5.8297, 2.6808, 25.2599, 0.0065, -0.0599, -0.0624
Si, 9.6318, 2.6897, 25.2606, -0.0041, -0.0148, -0.0036
Si, 11.5932, 4.0101, 25.3892, 0.003, 0.0225, 0.0028
Si, 3.8815, 3.974, 25.3232, 0.0318, 0.0136, 0.0023
Si, 7.7503, 4.0946, 25.3451, -0.0232, 0.0456, 0.0167
Si, 1.9718, 8.1552, 25.1942, 0.0122, 0.0149, 0.002
Si, 5.7733, 8.1712, 25.3672, -0.006, 0.0546, 0.0156
Si, 9.7089, 8.2713, 25.4364, -0.0326, 0.0071, 0.0389
Si, 11.6374, 9.567, 25.2649, 0.0008, 0.0119, 0.012
Si, 3.8656, 9.592, 25.0757, 0.0175, -0.0136, -0.0358
Si, 7.6835, 9.5287, 25.4183, 0.0114, -0.018, -0.026
Si, 11.6477, -0.0072, 27.2103, -0.0139, -0.0562, -0.0226
Si, 3.8804, -0.0585, 27.1294, 0.025, -0.04, -0.0288
Si, 7.7745, -0.0199, 27.3102, -0.0176, -0.0513, 0.0167
Si, 1.9775, 1.3197, 27.2773, 0.0203, 0.0323, 0.0495
Si, 5.8264, 1.2864, 27.1679, 0.0529, 0.0624, -0.0372
Si, 9.6988, 1.3379, 27.2032, -0.0126, 0.0277, 0.0071
Si, 11.5905, 5.4747, 27.2382, -0.0066, -0.0304, 0.0047
Si, 3.8554, 5.4345, 27.2001, -0.0389, -0.013, 0.033
Si, 7.7056, 5.4784, 27.2549, 0.0341, -0.0415, 0.0345
Si, 1.9362, 6.8275, 27.176, -0.0268, 0.0105, 0.0039
Si, 5.7585, 6.815, 27.282, 0.0197, -0.0205, -0.0275
Si, 9.6561, 6.8249, 27.2975, 0.0142, 0.0424, 0.0247
Si, 1.9383, 2.7105, 29.1887, -0.0663, -0.0152, -0.0059
As, 5.7994, 2.7403, 29.1516, -0.0049, -0.1025, -0.0849
Si, 9.6961, 2.7109, 29.1465, 0.0155, -0.0281, 0.0306
Si, 0.0139, 4.1034, 29.1651, 0.0154, 0.0478, -0.0194
Si, 3.8027, 4.1504, 29.1841, 0.097, -0.0054, -0.0694
Si, 7.8056, 4.1418, 29.1978, -0.1093, 0.0309, -0.0777
Si, 1.9371, 8.1903, 29.1211, 0.0025, -0.0533, 0.0068
Si, 5.792, 8.1882, 29.1944, 0.0375, -0.0233, -0.0474
Si, 9.6731, 8.1983, 29.2223, 0.0155, -0.0841, -0.0438
Si, 0.0063, 9.56, 29.1453, -0.0065, 0.0405, 0.0427
Si, 3.8746, 9.548, 29.1038, -0.0537, 0.0999, 0.0808
Si, 7.7326, 9.5367, 29.2167, 0.0065, 0.0777, -0.0306
Si, 0.0027, -0.0017, 31.0897, -0.0037, -0.0726, 0.021
Si, 3.8431, 0.0023, 31.0535, 0.0145, -0.0855, -0.0044
Si, 7.7478, 0.0033, 31.1109, -0.0255, -0.0289, 0.0337
Si, 1.9226, 1.3736, 31.1252, 0.0183, 0.0249, 0.0203
Si, 5.7942, 1.3352, 31.1382, 0.0097, 0.0103, -0.0315
Si, 9.6762, 1.3648, 31.1036, -0.0104, 0.0528, -0.051
Si, 0.0095, 5.4693, 31.0977, -0.0032, -0.0428, -0.0053
Si, 3.8771, 5.4933, 31.1289, -0.0144, -0.0383, 0.0325
Si, 7.734, 5.4805, 31.1522, 0.0199, -0.032, -0.0011
Si, 1.9358, 6.8422, 31.0729, -0.0329, 0.0628, -0.0209
Si, 5.8056, 6.8469, 31.12, -0.0004, -0.0272, 0.056
Si, 9.6795, 6.8287, 31.144, 0.0349, 0.0591, 0.0197
Si, 1.927, 2.7497, 0.9945, -0.0254, -0.013, -0.0064
Si, 5.7944, 2.7715, 0.9479, 0.0306, -0.0076, 0.0398
Si, 9.6732, 2.7342, 0.9784, -0.0086, -0.0336, -0.0086
Si, -0.0127, 4.109, 0.9615, 0.032, 0.035, 0.0388
Si, 3.8541, 4.1155, 0.9889, 0.0257, 0.0421, -0.0086
Si, 7.7521, 4.1071, 1.0102, -0.0557, 0.0174, -0.0204
Si, 1.9302, 8.2182, 0.9447, 0.0089, -0.0155, 0.0331
Si, 5.8008, 8.2294, 0.9704, -0.0218, 0.0308, 0.0303
Si, 9.6659, 8.2231, 1.0086, 0.0142, -0.0268, -0.0115
Si, -0.0042, 9.5915, 0.9839, 0.024, 0.0106, -0.0399
Si, 3.8631, 9.5911, 0.9592, -0.0047, 0.0223, 0.0088
Si, 7.7375, 9.5834, 0.9897, -0.0161, 0.0105, 0.0242
Si, 11.6098, 0.0345, 2.9215, -0.0016, -0.0182, 0.015
Si, 3.8541, 0.0222, 2.9141, 0.0113, -0.0093, 0.0008
Si, 7.7425, 0.0244, 2.9076, -0.0035, -0.0075, -0.0052
Si, 1.9339, 1.4, 2.9304, 0.0033, 0.0076, 0.0216
Si, 5.8112, 1.3629, 2.837, -0.0101, -0.029, 0.0154
Si, 9.6625, 1.3848, 2.926, 0.0026, 0.0074, 0.0182
Si, 11.5649, 5.5031, 2.8714, 0.0142, 0.0024, -0.0127
Si, 3.8793, 5.4998, 2.9149, -0.0252, 0.0134, 0.0355
Si, 7.7378, 5.5151, 2.9234, 0.0143, 0.0226, 0.0416
Si, 1.9138, 6.8238, 2.8598, 0.0077, 0.0145, -0.012
Si, 5.811, 6.8613, 2.8881, -0.0046, 0.0095, 0.0028
Si, 9.66, 6.9009, 2.9718, -0.0059, 0.0074, 0.0137
Si, 1.9132, 2.8322, 4.824, 0.0068, 0.0139, -0.0057
Si, 5.8366, 2.7211, 4.7471, 0.0034, 0.051, 0.0011
Si, 9.5995, 2.7965, 4.8359, 0.0061, 0.0161, -0.0071
Si, 11.5425, 4.1335, 4.7817, -0.0099, -0.0062, -0.0134
Si, 3.9197, 4.0951, 4.8223, -0.0028, -0.011, -0.0051
Si, 7.7168, 4.2028, 4.8829, -0.0048, -0.0127, 0.0113
Si, 1.8863, 8.1476, 4.8019, 0.0073, 0.0063, -0.0109
Si, 5.8094, 8.259, 4.7868, -0.0015, 0.0183, 0.0059
Si, 9.6619, 8.3206, 4.91, 0.0017, 0.0139, -0.0007
Si, 11.6321, 9.6527, 4.8854, 0.0023, -0.015, -0.0052
Si, 3.8179, 9.4836, 4.7876, 0.0009, -0.0115, -0.0205
Si, 7.723, 9.6756, 4.8902, -0.0102, -0.0126, -0.0135
Si, 11.5967, 0.2275, 6.7751, -0.0097, -0.0317, 0.1353
Si, 3.7522, -0.0574, 6.6547, -0.0079, -0.0092, 0.1517
Si, 7.7119, 0.0526, 6.911, 0.0125, -0.0388, 0.1286
Si, 2.0478, 1.5015, 6.758, 0.0222, 0.0175, 0.126
Si, 5.7121, 1.2718, 6.6233, -0.0296, 0.013, 0.0994
Si, 9.646, 1.5179, 6.8322, -0.0061, 0.0335, 0.1436
Si, 11.525, 5.4954, 6.7005, 0.0013, -0.0349, 0.1232
Si, 3.9826, 5.4262, 6.789, 0.0051, -0.0141, 0.1188
Si, 7.7366, 5.6664, 6.8261, -0.0174, -0.0442, 0.1385
Si, 1.9758, 6.6384, 6.6506, 0.0019, 0.0389, 0.1443
Si, 5.8117, 6.9732, 6.7451, -0.0075, 0.0343, 0.1255
Si, 9.754, 7.0361, 6.911, 0.0086, 0.0515, 0.1344
O, 9.9938, 7.9694, 8.2987, -0.0482, -0.1055, -0.197
O, 7.6603, 9.9293, 8.2204, 0.0407, 0.1096, -0.194
O, 7.3997, 4.7254, 8.1611, 0.001, 0.0876, -0.2664
O, 3.3725, 10.3449, 8.2069, -0.0079, 0.0698, -0.2893
O, 2.0427, 7.5457, 8.0273, 0.0061, -0.0755, -0.272
O, 4.0058, 4.5788, 8.2446, -0.0097, 0.0815, -0.1649
O, 9.7784, 2.4432, 8.2228, -0.0339, -0.1076, -0.2052
O, 2.6131, 2.3346, 8.1207, -0.0623, -0.0516, -0.1548
O, 11.3851, 4.5681, 8.0702, 0.0452, 0.1014, -0.2092
O, 5.3618, 2.3571, 7.8263, 0.0661, -0.0684, -0.1858
O, 5.813, 7.9761, 8.0853, -0.0244, -0.1008, -0.1997
O, 11.3206, 10.3066, 8.1546, 0.0348, 0.123, -0.2238
O, 11.2743, 10.0891, 21.7953, 0.0232, 0.117, 0.2141
O, 3.2315, 10.7125, 21.5329, -0.0148, 0.0865, 0.3027
O, 5.7778, 7.7783, 22.164, -0.0263, -0.122, 0.2154
O, 4.2219, 4.4578, 21.9461, -0.0595, 0.0834, 0.238
O, 7.6849, 9.6906, 22.1924, 0.0266, 0.0889, 0.2056
O, 10.3288, 7.6716, 22.1787, -0.0456, -0.1165, 0.2521
O, 1.6164, 2.3997, 22.1109, 0.0513, -0.1093, 0.2231
O, 5.9425, 2.4448, 21.8896, 0.0154, -0.1301, 0.2312
O, 8.4446, 4.7068, 22.2155, -0.009, 0.0666, 0.2769
O, -0.0691, 4.4518, 22.0406, -0.0146, 0.1262, 0.2276
O, 2.333, 7.3853, 21.9355, 0.0117, -0.1073, 0.3137
O, 9.1191, 1.886, 21.8669, -0.004, -0.0921, 0.3169
Si, 1.915, 7.7779, 9.6092, -0.0135, -0.0285, 0.3186
Si, 5.0336, 0.5821, 17.689, 0.0519, 0.0073, -0.2247
Si, 2.4928, 5.4216, 14.0234, 0.0244, -0.0048, 0.0054
Si, 10.5678, 3.8606, 14.0555, -0.0196, -0.0025, 0.0336
Si, 8.2812, 2.386, 15.2601, 0.0147, 0.035, -0.0722
Si, 9.5451, 2.2469, 20.3418, -0.0149, -0.0406, -0.3809
Si, 10.5045, 3.6461, 9.0755, 0.0213, 0.0054, 0.347
Si, 0.0309, 2.3135, 11.5676, 0.0144, -0.0345, 0.2004
Si, 11.0203, 8.1376, 15.3937, 0.0208, 0.0049, -0.0449
Si, 5.166, 6.9333, 13.9903, -0.0305, -0.0051, 0.0493
Si, 5.7497, 2.6154, 11.1179, 0.035, -0.0241, 0.2387
Si, 8.5824, 7.6708, 19.3889, 0.0084, -0.0057, -0.3098
Si, 8.1192, 4.8495, 20.6299, 0.0185, 0.0332, -0.3346
Si, 5.9183, 9.5898, 15.2036, -0.0117, -0.0366, -0.061
Si, 2.1164, 7.6424, 20.348, 0.0083, -0.0429, -0.3693
Si, 1.9287, 4.895, 18.7927, -0.0265, -0.0096, -0.3106
Si, 4.4963, 3.4447, 18.0176, 0.0209, 0.0159, -0.2811
Si, 8.5051, 8.9298, 16.8189, 0.0135, 0.034, -0.1826
Si, 0.829, 9.4806, 13.2974, 0.0062, 0.0087, 0.0682
Si, 9.9085, 10.6499, 11.7194, -0.0006, 0.0401, 0.1949
Si, 5.351, 3.7103, 21.0193, 0.0015, 0.0146, -0.4082
Si, 0.5902, 5.527, 16.2631, -0.0136, 0.0192, -0.1506
Si, 10.7825, 9.144, 9.1446, -0.0035, 0.0045, 0.3501
Si, 6.57, 8.9016, 21.2904, -0.002, 0.0085, -0.3564
Si, 7.1155, 7.1031, 11.4828, -0.0026, -0.0103, 0.2305
Si, 2.674, 0.7348, 12.2136, -0.0359, 0.0226, 0.1695
Si, 10.8944, 8.6841, 21.0389, -0.0053, -0.0189, -0.3761
Si, 6.0382, 4.3235, 15.6333, 0.0256, 0.0133, -0.1041
Si, 7.0858, 0.489, 12.9748, 0.0098, -0.0089, 0.0959
Si, 4.0591, 2.9724, 8.593, 0.0099, -0.0136, 0.3177
Si, 0.8801, 6.7381, 11.8982, -0.0292, -0.0094, 0.1786
Si, 6.5693, 9.0426, 9.0741, -0.0052, -0.0145, 0.336
Si, 0.6661, 3.2896, 21.1445, 0.0179, 0.0099, -0.3784
Si, 9.8009, 6.5061, 12.8919, 0.0066, -0.0175, 0.0886
Si, 7.712, 4.5324, 9.7462, -0.0279, -0.0039, 0.3241
Si, 3.9892, 10.0746, 20.2213, 0.0251, -0.0032, -0.3968
Si, 4.2624, 3.0375, 13.5299, -0.0373, 0.0112, 0.0569
Si, 3.8535, 10.009, 9.7359, -0.0067, 0.0117, 0.3315
Si, 8.0538, 0.7805, 18.0347, -0.0381, -0.0201, -0.2464
O, 11.5089, 3.2225, 12.9026, 0.0136, -0.0228, -0.0742
O, 9.3367, 4.4712, 9.8808, 0.0253, -0.0147, -0.1146
O, 8.804, 3.6081, 19.8563, -0.0086, 0.0211, 0.1221
O, 4.0343, -0.0573, 18.8117, -0.0469, -0.0732, 0.2075
O, 11.3386, 4.5333, 15.3134, 0.0121, 0.0126, 0.0271
O, 9.8556, 9.7924, 10.323, 0.0308, -0.065, -0.1859
O, 3.7633, 1.535, 13.1348, -0.0028, -0.0188, -0.0452
O, 0.6501, 9.0621, 14.864, -0.0044, -0.0036, -0.0071
O, 6.4717, 0.9777, 18.3813, -0.0009, 0.0048, 0.0825
O, 4.7603, 3.1692, 19.6087, 0.0482, 0.0161, 0.2749
O, 6.2497, 1.1814, 11.7458, -0.0267, 0.0358, -0.0848
O, 0.5392, 8.618, 9.8672, -0.0253, 0.0245, -0.1191
O, 5.6458, 4.3158, 17.228, -0.04, -0.0237, 0.1168
O, 8.4434, 7.1925, 12.3914, -0.0383, 0.01, -0.0628
O, 4.4045, 2.6329, 10.1576, -0.0671, 0.0208, -0.2046
O, 2.076, 5.6555, 15.5802, -0.0146, -0.0042, 0.0399
O, 3.3775, 0.0652, 10.9147, 0.0489, -0.0619, -0.1645
O, 5.8893, 7.2177, 12.5492, 0.0383, 0.0054, -0.0866
O, 2.308, 6.352, 19.393, 0.0055, 0.0948, 0.1504
O, 0.6554, 4.9484, 17.7799, 0.0464, -0.0214, 0.149
O, 8.4118, 10.6861, 12.3673, 0.0254, -0.0107, -0.051
O, 5.4734, 10.0674, 9.6983, 0.0228, -0.008, -0.1079
O, 0.6024, 8.2056, 20.1974, -0.0327, 0.0158, 0.1358
O, 9.7743, 2.6056, 14.6964, -0.0064, -0.0033, 0.0034
O, 2.001, 10.5904, 13.2198, 0.017, 0.0139, -0.0428
O, 9.9458, 9.1105, 16.1046, -0.0358, -0.0014, 0.0517
O, 6.1452, 10.3587, 13.7777, 0.0043, 0.0075, -0.013
O, 7.4723, 1.5973, 14.0985, -0.0096, -0.0099, -0.0132
O, 1.6456, 3.9157, 20.036, -0.0612, -0.071, 0.2179
O, 5.9031, 5.7893, 14.9178, 0.0015, -0.0102, 0.0121
O, 7.3407, 8.9507, 15.695, 0.0241, -0.0021, 0.0508
O, 1.508, 1.6681, 11.5999, -0.0085, 0.0089, -0.0595
O, 7.1987, 8.2843, 10.3644, -0.0231, 0.0763, -0.1767
O, 4.3198, 1.9912, 17.2833, -0.0003, 0.0054, 0.0746
O, 7.033, 3.1596, 10.2827, 0.0361, 0.0391, -0.1111
O, 11.5424, 7.0098, 16.433, 0.0032, -0.0147, 0.0447
O, 8.2829, 10.14, 17.8478, -0.0024, 0.0224, 0.0883
O, 3.2618, 8.5369, 10.1083, 0.0049, 0.0082, -0.0997
O, 7.5869, 3.8383, 15.5172, -0.0099, -0.0027, 0.0251
O, 3.1428, 4.313, 17.9012, -0.0225, 0.0087, 0.0995
O, 2.9046, 3.8925, 13.7048, 0.0071, -0.0094, -0.0121
O, 1.3348, 8.2015, 12.4429, 0.0054, -0.0261, -0.0663
O, 1.2079, 5.6778, 13.0717, -0.0167, 0.0161, -0.0486
O, 4.979, 8.3032, 14.8624, 0.0092, 0.0105, 0.0055
O, 11.1673, 2.3928, 20.338, 0.0293, 0.0169, 0.1314
O, 10.9784, 9.9891, 12.7532, -0.0309, 0.0099, -0.0579
O, 5.2895, 3.5761, 12.3657, 0.0268, -0.0119, -0.0883
O, 5.0886, 3.1935, 14.9194, 0.0028, -0.0006, 0.0145
O, 6.4878, 4.8052, 20.5638, -0.0176, -0.0069, 0.1217
O, 8.395, 1.561, 16.6522, -0.0062, -0.0425, 0.1186
O, 10.4071, 1.2399, 11.4564, 0.0004, 0.0082, -0.062
O, 10.8754, 6.6072, 11.6607, 0.0183, 0.0064, -0.0665
O, 3.2625, 8.6761, 19.852, -0.0115, 0.0069, 0.122
O, 1.7204, 6.4322, 10.5262, 0.0314, 0.0339, -0.1462
O, 7.1677, 8.2008, 19.9705, -0.0724, 0.0433, 0.1854
O, 8.4968, 7.5866, 17.7569, 0.0016, -0.0404, 0.1744
O, 3.6762, 6.4327, 13.6085, 0.0013, 0.0014, -0.0138
O, 9.5708, 4.9596, 13.359, -0.0024, 0.0137, -0.0289
O, 5.5233, 9.9997, 20.7465, 0.0414, -0.0182, 0.1526
O, 10.3228, 7.3752, 14.1476, -0.0013, -0.0049, -0.0145
O, 8.7832, 6.1672, 19.9647, -0.0166, -0.0681, 0.1336
O, 7.0649, 5.7077, 10.6545, 0.0187, -0.0601, -0.1209
O, 5.2607, 10.5447, 16.3769, -0.0193, 0.0477, 0.0971
O, 9.0487, 1.15, 19.2605, 0.0708, 0.0684, 0.1936
O, 11.5725, 3.1652, 10.1889, -0.0469, 0.0564, -0.1834
O, 9.7435, 8.7095, 19.8853, 0.0698, 0.0252, 0.1685

Results
free energy: -148857.892 eV
free energy less fixed offsets of As -4856.12, O -568.88, Si -635.61 eV per atom: -3.512 eV

The program warned: the cutoff lies below the one the program advises for these potential files; the forces do not sum to zero within the program's tolerance; the exchange-correlation potential is rough where the density is thin.
